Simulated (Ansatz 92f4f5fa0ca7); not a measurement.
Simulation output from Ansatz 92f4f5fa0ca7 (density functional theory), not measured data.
Periodic cell of 222 atoms, Si132O86H4, from a study of silicon, its oxide and their interface. The atomic structure is a simulated model.
Doubt: the cutoff is far below the 930 eV that the study's wrapper takes by default for these files, so forces and energies are approximate.

Settings
functional: PBE
potential files: Ansatz PAW
basis: plane waves
wave-function cutoff: 580 eV
density cutoff ratio: 5
exchange-correlation grid ratio: 1
k mesh: 1 x 1 x 1, Gamma-centred
self-consistency stop: 5e-08 eV per atom in the density residual
occupations: fixed
spin: none
net charge: 0

Cell vectors (angstrom)
a, 10.938, 0, 0
b, 0, 10.938, 0
c, 0, 0, 32.1424

Atoms and the computed forces on them: element, x, y, z (angstrom), force x, y, z (eV/angstrom)
Si, 10.7385, 0.2443, 24.6622, 0.0075, -0.0119, -0.0169
Si, 5.7407, 10.5162, 24.6439, 0.0079, 0.0067, -0.0211
Si, 2.5974, 3.0631, 24.5634, 0.0044, -0.0118, -0.0223
Si, 8.5278, 2.4839, 24.7039, 0.0111, 0.0107, -0.0157
Si, 0.2893, 5.2182, 24.7619, -0.0053, -0.0042, -0.0027
Si, 5.3277, 5.7025, 24.6289, 0.0185, 0.0016, -0.0106
Si, 3.0563, 7.8926, 24.6865, -0.0085, 0.0032, -0.005
Si, 8.1102, 8.4234, 24.7564, 0.0062, -0.0094, -0.0091
Si, 1.4665, 1.3862, 25.8779, 0.0023, -0.0011, -0.0011
Si, 6.8453, 1.314, 25.8858, 0.0073, -0.0168, -0.0051
Si, 4.1549, 4.1411, 25.966, -0.0063, -0.0009, 0.0117
Si, 9.6533, 4.0413, 26.0597, 0.0004, -0.0113, 0.008
Si, 1.4513, 6.8074, 26.0343, 0.0141, -0.0139, 0.0085
Si, 6.9038, 6.8194, 25.9974, -0.0028, -0.0011, 0.0154
Si, 4.1664, 9.4716, 26.0349, 0.0136, -0.0283, 0.0132
Si, 9.6365, 9.6224, 26.0549, 0.0129, -0.005, 0.0058
Si, 2.7731, -0.0185, 27.2916, 0.0064, 0.0107, -0.0589
Si, 8.2009, 0.0124, 27.3773, 0.0043, 0.0047, 0.0442
Si, 0.1057, 2.6825, 27.3793, 0.0212, 0.0313, 0.0408
Si, 5.5008, 2.7033, 27.2784, -0.0019, -0.0026, -0.0672
Si, 2.7902, 5.446, 27.4144, 0.0101, 0.0174, 0.0601
Si, 8.2434, 5.4266, 27.3557, 0.0043, 0.0018, -0.0193
Si, 0.0543, 8.196, 27.3573, 0.0213, 0.0264, -0.0146
Si, 5.5288, 8.1482, 27.4228, 0.0163, 0.001, 0.0596
Si, 4.1222, 1.3601, 28.6708, -0.0163, 0.0138, 0.102
Si, 9.6011, 1.3633, 28.7283, -0.021, 0.0117, -0.0281
Si, 1.4098, 4.0788, 28.7591, -0.0537, 0.0476, -0.0943
Si, 6.8442, 4.063, 28.6961, 0.0188, 0.0787, 0.0496
Si, 4.1389, 6.8119, 28.7837, -0.0454, 0.0524, -0.1188
Si, 9.5963, 6.8281, 28.7128, -0.03, 0.0083, 0.0267
Si, 1.4054, 9.5836, 28.7088, -0.053, -0.0267, 0.0278
Si, 6.8611, 9.5697, 28.7556, -0.0223, 0.0051, -0.0773
Si, 0.0072, -0.0115, 30.089, 0.0551, -0.0217, 0.0083
Si, 5.4695, 0.0003, 30.0846, -0.0202, 0.0226, -0.0017
Si, 2.7592, 2.7179, 30.0933, 0.0682, -0.0886, 0.0035
Si, 8.2198, 2.7296, 30.0862, -0.011, -0.0404, -0.0027
Si, 0.0162, 5.4563, 30.0905, 0.0073, -0.0048, -0.0045
Si, 5.4905, 5.4385, 30.1028, 0.0981, -0.0664, 0.0093
Si, 2.749, 8.2051, 30.0948, -0.0158, -0.0333, 0.0067
Si, 8.22, 8.1995, 30.0944, 0.0529, -0.0805, 0.0133
Si, 1.3673, 1.3673, 31.4587, 0.0715, -0.0614, -0.0679
Si, 6.8362, 1.3673, 31.4587, 0.0578, 0.0146, -0.0569
Si, 4.1018, 4.1018, 31.4587, 0.0804, -0.1919, 0.0471
Si, 9.5708, 4.1018, 31.4587, 0.0047, 0.0363, 0.007
Si, 1.3673, 6.8362, 31.4587, 0.025, 0.0288, -0.0186
Si, 6.8362, 6.8362, 31.4587, 0.1101, -0.1088, -0.0409
Si, 4.1018, 9.5708, 31.4587, 0.0369, 0.0563, 0.0424
Si, 9.5708, 9.5708, 31.4587, 0.1208, -0.0563, 0.0132
Si, 2.7345, 0, 0.6835, -0.1003, 0.0819, 0.0303
Si, 8.2035, 0, 0.6835, -0.0075, -0.0576, 0.1001
Si, 0, 2.7345, 0.6835, -0.0283, -0.0881, 0.1363
Si, 5.469, 2.7345, 0.6835, -0.2843, 0.1157, -0.2436
Si, 2.7345, 5.469, 0.6835, 0.0424, 0.0296, 0.1503
Si, 8.2035, 5.469, 0.6835, -0.021, 0.1646, -0.0254
Si, 0, 8.2035, 0.6835, -0.1241, 0.0806, -0.1423
Si, 5.469, 8.2035, 0.6835, -0.0223, -0.0403, 0.1606
Si, 4.0977, 1.3798, 2.0424, -0.0504, 0.0229, 0.0226
Si, 9.561, 1.3615, 2.0708, -0.0157, -0.0015, -0.0225
Si, 1.3577, 4.1057, 2.0586, -0.0156, 0.0452, -0.0247
Si, 6.7879, 4.1295, 2.012, -0.0541, 0.1363, -0.0108
Si, 4.0894, 6.8492, 2.0809, -0.0333, 0.0319, -0.0037
Si, 9.55, 6.8706, 2.0437, -0.0743, 0.0346, 0.0242
Si, 1.3392, 9.5812, 2.0382, -0.0147, 0.0496, 0.0047
Si, 6.8356, 9.5658, 2.0675, 0.0318, 0.0081, -0.0189
Si, -0.0312, -0.0517, 3.4651, 0.0057, 0.1501, -0.0836
Si, 5.4508, 0.0131, 3.3939, -0.0074, -0.0628, 0.0624
Si, 2.7255, 2.7343, 3.4324, -0.0238, 0.0076, -0.0315
Si, 8.0889, 2.7416, 3.3265, 0.272, -0.0676, 0.214
Si, -0.0396, 5.5055, 3.3745, 0.0308, -0.1203, 0.1157
Si, 5.4845, 5.4897, 3.4574, -0.0968, 0.0009, -0.0764
Si, 2.6797, 8.2473, 3.4138, 0.1034, -0.1139, 0.0372
Si, 8.2024, 8.2186, 3.4839, -0.0453, -0.0213, -0.1168
Si, 1.3238, 1.3631, 4.7803, -0.0067, -0.0277, 0.037
Si, 6.8137, 1.3665, 4.7693, -0.0448, -0.016, -0.0418
Si, 4.1063, 4.1065, 4.7963, 0.005, -0.001, 0.0299
Si, 9.3988, 4.1758, 4.6402, -0.0505, 0.0319, -0.0876
Si, 1.3018, 6.874, 4.7736, -0.0322, -0.0115, -0.0643
Si, 6.8198, 6.8761, 4.8632, 0.0322, 0.0069, 0.0805
Si, 4.034, 9.6503, 4.7611, -0.008, 0.0231, -0.0512
Si, 9.5432, 9.5588, 4.9115, -0.0025, -0.0396, 0.0958
Si, 2.6825, 0.0405, 6.2276, -0.0047, -0.0061, 0.0007
Si, 8.1607, 0.0484, 6.2292, -0.015, 0.032, 0.0021
Si, -0.202, 2.7724, 5.8884, -0.0557, -0.0422, -0.0438
Si, 5.4302, 2.691, 6.1686, -0.0043, 0.0021, 0.0075
Si, 2.7365, 5.5295, 6.0821, 0.0115, 0.0219, -0.01
Si, 8.1639, 5.4696, 6.2449, 0.0535, -0.0246, -0.0368
Si, -0.0573, 8.1388, 6.302, 0.0103, -0.0143, 0.031
Si, 5.4167, 8.3166, 6.123, -0.0141, 0.0148, -0.0212
Si, 4.2691, 1.189, 7.5999, -0.0285, 0.0079, -0.0048
Si, 9.3211, 1.7057, 7.4742, 0.0251, 0.008, 0.0068
Si, 1.061, 4.2639, 7.0859, 0.0032, 0.0388, 0.0234
Si, 6.9898, 3.8347, 7.4927, -0.0109, 0.0322, -0.0046
Si, 3.8564, 7.1401, 7.4139, 0.0006, -0.0041, 0.0364
Si, 9.8355, 6.4291, 7.6777, -0.0466, 0.0291, -0.0088
Si, 1.5871, 9.3164, 7.5087, -0.011, 0.0282, 0.0116
Si, 6.5077, 9.89, 7.5172, -0.0313, 0.0049, 0.0129
O, 2.7358, 8.2056, 7.9931, -0.0002, -0.0097, -0.0058
O, 8.1667, 2.7786, 8.0219, 0.0061, -0.0146, 0.0015
O, 4.1918, 6.7996, 24.1264, 0.0132, -0.0091, 0.0001
O, 9.6101, 1.3622, 24.1492, 0.0047, -0.0066, 0.0026
O, 5.3869, 0.0614, 8.0733, 0.0186, -0.0163, -0.0026
O, 0.089, 5.3075, 7.9265, 0.007, -0.018, 0.0029
O, 1.3849, 4.1205, 24.1945, 0.022, -0.0123, 0.0002
O, 6.9622, 9.4857, 24.24, 0.0041, -0.0025, 0.0021
H, 1.0335, 9.8907, 8.7693, -0.0037, -0.0012, 0.0022
H, 7.0901, 9.2425, 8.7317, 0.0105, 0.0014, -0.0088
O, 4.5915, 6.5324, 8.7493, -0.0142, 0.0056, -0.017
O, 9.3322, 6.7383, 9.2337, -0.0012, -0.0113, 0.0172
O, 3.7073, 1.8843, 9.0162, -0.0038, 0.0123, 0.014
O, 1.6429, 3.0721, 8.0467, -0.0365, 0.0213, -0.0671
O, 6.1971, 4.4131, 8.8281, -0.0091, -0.0023, 0.0146
O, 10.1475, 1.1394, 8.7932, -0.0091, 0.0034, -0.0206
H, 0.3452, 10.5254, 23.4331, 0.0046, -0.005, 0.0011
H, 2.431, 8.5117, 23.4772, -0.0021, 0.0021, 0.0127
O, 10.6182, 5.8916, 23.4012, 0.0112, 0.0022, 0.0121
O, 5.9933, 5.0347, 23.2648, 0.0037, 0.0033, 0.0011
O, 4.9757, 10.7684, 23.21, 0.0065, -0.007, 0.0169
O, 7.9712, 3.2608, 23.3718, 0.0073, -0.0064, 0.01
O, 8.8325, 7.8688, 23.39, 0, 0.0027, 0.0001
O, 3.3098, 2.7083, 23.1134, -0.0012, 0.0052, 0.0072
Si, 6.595, 1.5021, 15.4351, 0.0003, -0.0001, 0.0001
Si, 4.9535, 10.7802, 21.5825, 0.0026, -0.0017, -0.005
Si, 7.7408, 7.593, 16.0375, 0.0005, 0.0001, -0.0014
Si, 6.0004, 1.5132, 12.2389, -0.0011, 0.001, -0.0015
Si, 0.806, 0.0312, 17.2905, 0.0002, 0, -0.0019
Si, 1.178, 1.5358, 14.509, 0.0001, 0.0013, -0.001
Si, 6.5055, 5.2664, 17.8781, 0.0005, 0.0009, -0.0024
Si, 10.7223, 1.3295, 10.3147, -0.0034, -0.0022, 0.008
Si, 7.2897, 4.4252, 22.4744, 0.0026, 0.0015, -0.005
Si, 3.0897, 8.8039, 17.165, 0.0001, 0.0002, -0.0023
Si, 4.0512, 5.4508, 19.8446, 0.0003, 0.0009, -0.0026
Si, 5.3186, 4.7712, 15.1555, -0.0003, 0, -0.0013
Si, 0.1455, 10.0997, 12.4723, 0.0011, -0.0013, 0.0005
Si, 1.9526, 2.034, 19.1737, 0.0006, 0.0008, -0.0025
Si, 9.4933, 6.662, 22.5286, 0.004, 0.0014, -0.0043
Si, 8.5045, 3.2251, 11.6052, -0.0048, 0.0023, 0.0008
Si, 0.2107, 7.5646, 19.9436, 0.0019, -0.0005, -0.0033
Si, 3.224, 5.1601, 11.3037, -0.0039, 0.0028, 0.0026
Si, 9.3232, 9.4403, 18.0339, 0.0001, -0.0006, -0.0014
Si, 4.914, 1.7111, 18.014, 0.0011, 0.0001, -0.0023
Si, 6.9848, 3.114, 19.597, 0.0017, -0.0012, -0.004
Si, 0.3312, 4.5199, 15.4052, 0.0003, 0.0006, -0.0012
Si, 2.7418, 6.6034, 14.9785, 0.0004, -0.0003, -0.0009
Si, 5.6343, 5.6997, 9.6662, 0.0053, -0.015, -0.0033
Si, 8.5012, 8.1536, 13.0078, -0.0001, -0.0011, -0.0005
Si, 2.7384, 8.1032, 12.2744, -0.0003, 0.0007, -0.0015
Si, 3.5639, 2.6345, 21.5037, 0.0018, 0.0016, -0.007
Si, 8.4214, 6.253, 10.5153, 0.007, 0.0002, -0.0031
Si, 6.9852, 0.1567, 19.4896, 0.0012, -0.0002, -0.0023
Si, 8.2647, 3.9285, 14.7009, 0.0004, -0.0001, 0.0003
Si, 3.6619, 2.9724, 13.2867, 0.0002, 0.0002, -0.0013
Si, 3.2408, 8.3312, 20.2415, 0.0006, -0.0011, -0.0037
Si, 5.5949, 9.7014, 15.5782, 0.0008, -0.0003, -0.0008
Si, 5.5527, 9.5106, 12.5213, -0.002, -0.0009, 0.0014
Si, 2.3751, 2.7485, 9.4438, 0.0205, -0.0079, 0.026
Si, 1.3234, 4.9322, 18.4658, -0.0002, -0.0004, -0.0027
O, 1.4687, 9.1588, 12.0931, -0.0012, 0.0028, -0.0021
O, 8.4842, 4.6388, 10.786, -0.0038, -0.0038, 0.0008
O, 4.213, 9.7547, 16.4454, 0.0001, 0.0001, -0.0003
O, 4.2541, 5.9609, 14.8012, 0.0004, 0.0006, -0.0011
O, 4.5701, 2.2977, 12.1059, -0.0001, -0.0005, 0.0002
O, 6.4331, 10.4972, 20.916, -0.0011, -0.0011, 0.0026
O, 7.151, 2.312, 11.3896, -0.0001, -0.0012, -0.0012
O, 2.6637, 7.7674, 13.8581, -0.0002, 0.0005, -0.0009
O, 5.4956, 2.9003, 18.9574, 0.001, 0, 0.0016
O, 2.2529, 1.9822, 20.7732, 0.0019, 0.0004, 0.0024
O, 4.6108, 3.4597, 14.5124, -0.001, 0.0012, -0.0017
O, 8.7988, 8.4967, 16.8385, 0.0006, 0.0004, 0.0003
O, 8.8761, 7.0255, 11.8781, -0.0015, 0.0011, -0.0009
O, 1.2457, 0.9435, 16.0199, -0.001, -0.0009, -0.002
O, 6.3688, 1.4897, 13.8255, -0.0004, -0.0002, -0.0003
O, 4.8383, 5.2693, 11.0304, -0.0046, 0.0014, -0.0056
O, 9.6106, 4.7181, 15.2846, 0.0001, 0, -0.001
O, 0.4609, 0.3798, 13.5652, -0.0009, 0.0008, -0.004
O, 0.4853, 6.1254, 19.201, 0.0001, 0.0003, 0.0005
O, 1.604, 8.3038, 20.4037, 0.0011, 0.0008, 0.0001
O, 3.7823, 6.8398, 20.7053, 0.0003, -0.0001, -0.0008
O, 7.6082, 4.2235, 18.5508, 0.0005, -0.0003, 0.0011
O, 2.6254, 4.226, 10.1023, -0.0117, -0.0023, -0.0153
O, 6.2679, 8.2645, 15.8823, 0.0005, 0, -0.001
O, 6.7708, 10.8436, 15.8315, 0.0001, 0, -0.0006
O, 5.0882, 9.8367, 14.0438, 0.0002, -0.0002, -0.001
O, 2.9361, 4.3008, 12.6677, -0.0019, -0.0006, -0.006
O, 2.5716, 6.6735, 11.4323, -0.0012, 0.0004, -0.003
O, 7.4477, 6.3265, 17.0494, 0.0006, -0.0006, -0.0009
O, 2.6401, 1.8355, 13.844, -0.0002, 0.0004, -0.0015
O, 7.8419, 2.5863, 15.6138, 0.0005, -0.0001, -0.0004
O, 9.8164, 2.4157, 11.1097, 0.0001, -0.0026, -0.0071
O, 5.4654, 4.6564, 16.7683, 0.0008, -0.0003, -0.0003
O, 5.5178, 5.7284, 19.1232, -0.0001, 0.0002, -0.0003
O, 7.0202, 8.7555, 12.5765, -0.0003, 0, -0.0015
O, 3.3009, 1.8435, 18.2229, 0.0007, 0.0006, 0
O, 5.8152, 10.9144, 11.7067, 0.0001, -0.0007, -0.002
O, 1.6842, 9.6074, 17.241, 0.0003, -0.0001, -0.001
O, 0.5149, 3.0357, 14.7066, 0.0002, 0.0002, -0.0007
O, 5.6353, 0.326, 18.5473, 0.0008, 0.0002, 0.0006
O, 8.6737, 3.498, 13.1943, 0.0008, -0.0025, -0.0015
O, 2.9217, 5.284, 18.651, 0.0007, 0.0003, -0.0005
O, 7.7086, 1.6417, 19.6293, 0.0004, 0.0002, 0.0005
O, 6.8806, 6.6428, 10.124, -0.0081, 0.003, 0.0011
O, 10.2102, 7.2925, 21.233, 0.002, -0.0008, 0.0048
O, 5.3518, 1.8935, 16.4472, 0.0004, 0.0007, 0.0008
O, 0.738, 4.7216, 16.965, 0.0005, 0.0006, 0.0003
O, 1.0085, 0.8051, 18.7135, 0.0015, 0.0004, -0.0002
O, 1.4231, 5.6099, 14.755, 0.0007, 0, -0.0011
O, 3.9213, 4.1328, 20.8692, 0.0021, -0.0008, 0.0009
O, 8.07, 10.0556, 18.8809, -0.0003, 0.0004, 0.0001
O, 9.771, 9.2284, 13.0027, 0.0005, 0.002, -0.0038
O, 10.3111, 8.5803, 18.9927, -0.0002, -0.0012, 0.0013
O, 10.1581, 10.6166, 17.2702, 0.0002, -0.0002, 0.0005
O, 1.349, 1.8408, 10.3399, -0.0014, 0.0065, -0.0066
O, 4.6604, 1.4299, 21.2298, 0.0005, -0.0013, 0.0016
O, 10.649, -0.1134, 11.0702, 0.0008, 0.0029, -0.0055
O, 3.6321, 8.5025, 18.6664, 0.0006, 0.0003, 0.0004
O, 2.7495, 7.3824, 16.4196, 0.0005, 0.0007, -0.0003
O, 8.3309, 5.6115, 22.0941, 0.0059, -0.0025, 0.001
O, 8.3622, 7.4611, 14.5051, 0.0011, 0.0016, -0.0017
O, 6.843, 3.7225, 21.0864, 0.0037, 0.0012, 0.0059
O, 4.238, 8.7202, 11.8833, -0.0001, -0.0005, -0.0017
O, 6.8837, 4.8671, 14.5902, 0.0004, -0.0007, -0.0013
O, 3.8906, 9.6086, 21.0711, 0.0012, 0.002, 0.0028
O, 1.129, 3.4322, 19.058, 0.0008, -0.0004, -0.0005

Results
free energy: -132888.559 eV
free energy less fixed offsets of H -15.97, O -568.88, Si -635.61 eV per atom: -0.479 eV

The program warned: the cutoff lies below the one the program advises for these potential files; the forces do not sum to zero within the program's tolerance; the exchange-correlation potential is rough where the density is thin.
